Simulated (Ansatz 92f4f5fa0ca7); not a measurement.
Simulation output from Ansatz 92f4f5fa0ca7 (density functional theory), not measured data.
Periodic cell of 220 atoms, Si132O88, from a study of silicon, its oxide and their interface. The atomic structure is a simulated model.

Settings: functional r2SCAN; potential files Ansatz norm-conserving; basis plane waves; wave-function cutoff 1300 eV; density cutoff ratio 4; exchange-correlation grid ratio 1; k mesh 2 x 2 x 1, shifted by 0.5 0.5 0.5 of a step; self-consistency stop 5e-08 eV per atom in the density residual; occupations Fermi-Dirac, 0.05 eV; spin none; net charge 0.

Cell vectors (angstrom)
a, 10.888, 0, 0
b, 0, 10.888, 0
c, 0, 0, 32.0011

Atoms: element, x, y, z (angstrom)
Si, -0.079, 0.2186, -0.0221
Si, 2.6132, 3.0176, 0.0959
Si, 0.3896, 5.1972, 0.1051
Si, 2.9566, 7.7424, 0.0288
Si, 5.7836, -0.3461, 0.0029
Si, 8.5045, 2.3278, 0.0115
Si, 5.243, 5.6129, -0.0613
Si, 8.058, 8.4688, 0.306
Si, 1.4337, 1.3879, 1.3314
Si, 4.1697, 4.1221, 1.4172
Si, 1.4648, 6.7191, 1.4943
Si, 4.1226, 9.4236, 1.2557
Si, 6.8884, 1.2657, 1.3426
Si, 9.6072, 4.0049, 1.2791
Si, 6.8078, 6.773, 1.3197
Si, 9.6485, 9.6484, 1.4816
Si, 0.0513, 2.7096, 2.7366
Si, 2.7826, -0.0506, 2.6236
Si, 0.0704, 8.1581, 2.735
Si, 2.8084, 5.4025, 2.8587
Si, 5.5286, 2.6805, 2.673
Si, 8.2252, 0.0297, 2.8338
Si, 5.456, 8.1186, 2.7229
Si, 8.2079, 5.3873, 2.6232
Si, 1.3896, 4.0453, 4.1311
Si, 4.1199, 1.3253, 4.018
Si, 1.4274, 9.53, 4.0706
Si, 4.1285, 6.8172, 4.1572
Si, 6.8621, 4.0624, 4.0486
Si, 9.5708, 1.4036, 4.147
Si, 6.8218, 9.4959, 4.0836
Si, 9.5402, 6.7749, 4.0276
Si, 0.0401, -0.0095, 5.4374
Si, 2.7566, 2.667, 5.4361
Si, 0.0042, 5.4392, 5.434
Si, 2.7452, 8.1808, 5.4792
Si, 5.4556, -0.0159, 5.4265
Si, 8.1889, 2.7477, 5.4798
Si, 5.4968, 5.4208, 5.4392
Si, 8.1786, 8.1287, 5.4224
Si, 1.3693, 1.3508, 6.8177
Si, 4.1016, 4.0692, 6.7787
Si, 1.3498, 6.81, 6.8007
Si, 4.097, 9.5453, 6.8306
Si, 6.7978, 1.3609, 6.7931
Si, 9.5348, 4.1129, 6.8359
Si, 6.8173, 6.7981, 6.8142
Si, 9.5362, 9.513, 6.7702
Si, 0.007, 2.7345, 8.18
Si, 2.7076, -0.002, 8.1816
Si, -0.0291, 8.1571, 8.1616
Si, 2.7181, 5.4314, 8.1383
Si, 5.4328, 2.7193, 8.1615
Si, 8.1767, 0, 8.1329
Si, 5.4404, 8.1575, 8.1803
Si, 8.1577, 5.4602, 8.191
Si, 1.3688, 4.0991, 9.5475
Si, 4.0231, 1.4058, 9.5215
Si, 1.3152, 9.527, 9.5123
Si, 4.0345, 6.8019, 9.5276
Si, 6.7779, 4.096, 9.5196
Si, 9.495, 1.3853, 9.5209
Si, 6.825, 9.5323, 9.5068
Si, 9.5116, 6.8077, 9.5568
Si, -0.0228, 0.0288, 10.8641
Si, 2.6782, 2.7422, 10.9622
Si, -0.0084, 5.4448, 10.9129
Si, 2.6217, 8.1425, 10.8828
Si, 5.4224, 0.0379, 10.7803
Si, 8.1483, 2.7748, 10.895
Si, 5.373, 5.412, 10.8777
Si, 8.1567, 8.1727, 10.9149
Si, 1.268, 1.3772, 12.3028
Si, 4.0216, 4.1161, 12.3449
Si, 1.2662, 6.8099, 12.3424
Si, 4.025, 9.5789, 12.074
Si, 6.6825, 1.4507, 12.1598
Si, 9.569, 4.0677, 12.3056
Si, 6.7487, 6.7594, 12.1941
Si, 9.5339, 9.5801, 12.241
Si, -0.077, 2.6594, 13.8139
Si, 2.7491, 0.0223, 13.5114
Si, -0.0331, 8.2691, 13.7253
Si, 2.581, 5.414, 13.7401
Si, 5.4007, 2.7345, 13.6895
Si, 8.0564, 0.0881, 13.4104
Si, 5.2801, 8.152, 13.3882
Si, 8.1694, 5.4528, 13.5791
Si, 1.5193, 3.7893, 15.1798
Si, 3.7879, 1.5535, 14.973
Si, 1.7144, 9.3804, 14.918
Si, 3.8174, 7.0549, 14.843
Si, 7.0633, 3.8727, 14.9097
Si, 9.0802, 1.476, 14.9727
Si, 6.755, 9.4634, 14.5629
Si, 9.0701, 7.2233, 14.861
Si, 5.2118, -0.1631, 17.084
Si, 16.6619, 5.8072, 17.0333
Si, -0.1652, 13.9506, 20.7119
Si, 12.0281, -0.8619, 17.8448
Si, 11.5608, 3.4277, 27.807
Si, 28.9149, 12.0627, 19.2534
Si, 25.2865, -3.4495, 26.2162
Si, 20.9505, 2.5364, 25.5185
Si, 3.8848, -5.3091, 19.2238
Si, -1.7813, -0.3527, 17.6069
Si, 8.7455, -6.5238, 27.4113
Si, -13.5654, -3.1612, 17.5499
Si, 11.4803, 4.3738, 23.3453
Si, -7.6923, -8.3176, 29.1389
Si, 17.3409, 21.4494, 21.9321
Si, 20.515, 17.0717, 19.4302
Si, -12.9372, 7.3006, 27.3105
Si, 11.8532, 4.6306, 18.2556
Si, 10.0993, 6.8194, 22.3618
Si, -3.8366, -13.9825, 22.476
Si, 14.4362, -2.1778, 18.8643
Si, 3.5596, 5.1032, 24.3532
Si, -12.3992, 6.5786, 30.3357
Si, 21.1619, -0.3651, 24.8448
Si, 0.6659, -2.1054, 26.9171
Si, -4.7621, 9.1369, 26.9784
Si, 22.6897, -1.4525, 22.4591
Si, 26.2794, 10.7965, 29.1627
Si, 18.3072, -11.9848, 24.4902
Si, 5.4078, -5.694, 21.8693
Si, 1.6608, -12.3195, 29.8305
Si, 14.1233, 4.7522, 27.1915
Si, 1.2381, 0.4487, 20.3793
Si, -3.5914, -6.5496, 30.0787
Si, 14.3695, -0.6335, 21.6207
Si, 18.7066, 3.8684, 20.3162
O, 9.0607, -2.9839, -0.8337
O, -4.0858, -10.1966, -11.2502
O, 7.2254, 10.901, -8.6821
O, -17.5351, -5.7105, -11.2576
O, -5.0538, 4.828, -1.3918
O, 4.8199, 19.2483, -5.5865
O, 0.7292, 10.4804, -1.3072
O, 8.7852, 3.2983, -5.8131
O, 10.2138, -3.0028, -5.3293
O, 6.0452, -10.2308, -13.8115
O, 1.5162, -10.4716, -13.2249
O, 15.9745, -16.7305, -13.7219
O, 14.478, -4.2054, -7.2268
O, 9.2553, 7.0308, -3.1698
O, 9.6403, 1.2644, -0.5415
O, -0.0693, 5.86, 18.3866
O, 6.7631, 7.0079, 17.4736
O, 6.1043, -0.7048, 15.8596
O, 4.1837, 0.8801, 16.4013
O, 2.7524, 8.1888, 15.3709
O, 4.5976, 6.4485, 16.1282
O, 3.378, 2.5161, 30.7436
O, 23.8486, 19.0816, 26.3442
O, 9.3894, 0.5567, 16.2899
O, 6.5552, 4.6577, 16.2301
O, 20.5012, -9.7997, 25.0247
O, 24.4757, 2.6894, 15.403
O, 11.2055, 3.4955, 19.2205
O, 22.8016, 4.215, 16.6815
O, 9.2214, 7.0093, 16.4757
O, -5.3119, -22.684, 28.2587
O, 8.0793, 2.6937, 15.441
O, 22.4464, 9.9059, 20.9194
O, 3.1084, 20.9002, 29.3845
O, 23.8654, -6.1465, 23.7996
O, 8.4007, -5.7785, 19.4536
O, 22.4837, -7.0769, 21.8366
O, 8.8872, 7.5422, 19.0019
O, 21.653, 14.1898, 24.3008
O, 14.8088, 7.1717, 19.0246
O, 28.6623, 19.9488, 21.4686
O, 8.2894, 16.3372, 30.695
O, -2.8345, -1.5587, 17.3726
O, 21.3458, -1.1102, 18.029
O, 28.9626, 2.7845, 19.2954
O, 2.5343, -12.3675, 22.6436
O, 2.6497, 0.694, 21.1554
O, -3.4407, -13.598, 27.2635
O, -3.0365, -2.5795, 14.9022
O, 37.3695, 15.6281, 23.2624
O, 0.1197, 1.4944, 20.7958
O, 9.1435, 3.261, 21.034
O, 8.9977, -12.2417, 24.7288
O, 0.2922, -8.5371, 26.673
O, -9.3126, 2.6075, 28.8831
O, 3.8211, -7.0077, 28.4157
O, 15.7641, 21.5321, 22.2929
O, -3.9322, -12.3139, 31.6094
O, 12.893, -2.1138, 18.3756
O, -6.7943, 6.6898, 31.4566
O, -2.2915, -5.0703, 26.7001
O, -4.2111, 4.2841, 21.3995
O, 4.4607, -1.4087, 17.7734
O, 4.0317, 1.324, 28.525
O, 2.0135, -2.6934, 30.7779
O, 14.4761, -4.5763, 27.3897
O, 11.2224, -0.7462, 26.0994
O, -0.535, -4.5849, 20.8556
O, 5.9678, 6.6923, 22.0717
O, 7.5065, -6.662, 28.4715
O, -0.3961, -16.1256, 23.3846
O, 7.6994, 2.9092, 30.7133
O, 3.7858, -1.4927, 20.2934
O, 8.5447, 7.2011, 22.4527
O, 6.7875, -2.5088, 23.9691
O, 8.58, 0.6051, 18.7885
O, 10.1473, 4.1265, 28.2608
O, 12.2854, 10.2527, 16.2659
O, 12.5014, -6.2884, 27.2007
O, 10.809, 5.9744, 30.7442
O, 11.7246, 9.0442, 28.508
O, -4.2414, -0.7042, 25.8517
O, 14.6938, 4.2767, 25.7412
O, 0.2143, -2.8635, 22.6983
O, 1.4944, 4.1066, 31.5989
O, 5.2051, 11.0879, 30.5898
O, 11.1609, -0.3993, 23.4983
O, 2.4548, -5.903, 18.7755

Results
free energy: -56408.300 eV
free energy less fixed offsets of O -463.61, Si -117.95 eV per atom: -41.220 eV
pressure: 0.05 GPa
stress xx, yy, zz, yz, xz, xy (GPa, positive in tension): 0.84, -0.91, -0.07, 0.39, -0.95, -0.37

Forces (eV/angstrom), in the order of the atoms: element, x, y, z
Si, -0.0246, 0.015, 0.0972
Si, -0.0381, -0.0128, 0.1051
Si, -0.0114, -0.0497, 0.0599
Si, 0.0345, 0.0122, 0.093
Si, 0.0085, -0.0146, 0.1089
Si, 0.0144, -0.0042, 0.0781
Si, 0.0221, 0.0141, 0.0982
Si, -0.0239, 0.0334, 0.0462
Si, 0.005, 0.0026, -0.0259
Si, -0.0164, 0.0083, -0.0017
Si, 0.0111, 0.0067, 0.0151
Si, 0.0039, -0.0033, -0.0249
Si, 0.002, -0.0083, 0.0011
Si, -0.0282, 0.0361, 0.0025
Si, 0.0098, -0.0315, 0.0151
Si, 0.0019, 0.0044, 0.0155
Si, 0.0184, -0.019, 0.0204
Si, 0.0015, 0.0031, 0.0071
Si, -0.0155, -0.0058, 0
Si, 0.0005, -0.0047, 0.0222
Si, 0.0127, -0.0065, 0
Si, -0.0148, -0.0097, 0.0118
Si, -0.0071, 0.0134, -0.0041
Si, 0.0132, -0.0008, 0.0156
Si, 0.0059, 0.0127, 0.0145
Si, 0.0017, -0.005, -0.0041
Si, -0.0015, 0.0103, -0.0132
Si, 0.011, -0.0099, -0.0019
Si, -0.0027, 0.0167, -0.0086
Si, -0.0271, 0.0016, -0.0067
Si, 0.0203, -0.0045, -0.0119
Si, -0.0029, -0.0094, 0.0016
Si, 0.0033, -0.0124, 0.0084
Si, 0.0055, -0.0166, 0.0126
Si, -0.0099, 0.0041, 0.0113
Si, 0.0085, -0.0068, 0.0031
Si, 0.0159, -0.01, -0.0031
Si, 0.0159, 0.0021, 0.012
Si, 0.0084, -0.0074, 0.0099
Si, -0.0143, 0.0019, -0.0038
Si, -0.0033, -0.0044, -0.0031
Si, 0.0097, 0.0188, 0.0005
Si, 0.0056, 0.011, 0.0032
Si, -0.001, 0.0022, -0.0068
Si, 0.0077, -0.0041, -0.0002
Si, -0.0157, -0.0045, 0.0032
Si, 0.0096, -0.0024, -0.0085
Si, -0.0119, -0.0001, -0.004
Si, -0.0011, 0.0022, -0.0028
Si, 0.0017, -0.0052, 0.0038
Si, 0.0023, -0.0074, 0.0004
Si, 0.0034, -0.0137, 0.0028
Si, -0.0057, -0.0083, -0.0015
Si, -0.0068, -0.0191, 0.0015
Si, 0.0145, 0.0016, -0.0042
Si, 0.0088, 0.0159, 0.0044
Si, -0.0008, 0.0098, -0.0048
Si, -0.0032, 0.0049, -0.0017
Si, 0.0068, -0.0081, 0.0007
Si, 0.0054, 0.0194, -0.0099
Si, 0.0121, -0.0063, 0.0053
Si, -0.002, 0.0053, -0.0079
Si, 0.0116, -0.0111, 0.0003
Si, -0.0221, 0.0058, 0.0084
Si, -0.0116, -0.0021, -0.0081
Si, 0.0183, -0.016, -0.0041
Si, 0.0068, -0.0086, -0.0005
Si, -0.0047, -0.0078, -0.0083
Si, -0.0075, 0.0058, 0.0044
Si, 0.0096, -0.0108, -0.0088
Si, 0.0006, -0.0002, 0.0063
Si, 0.0107, -0.0008, -0.0023
Si, 0.004, -0.0014, -0.0166
Si, -0.0021, 0.0172, -0.0104
Si, 0.0034, 0.0266, -0.0116
Si, 0.0262, -0.0098, -0.01
Si, 0.0039, -0.0396, -0.0234
Si, -0.0146, 0.0029, 0.0031
Si, 0.0023, 0.0265, -0.0017
Si, -0.0138, -0.0102, -0.0201
Si, -0.0019, -0.006, -0.0015
Si, -0.0038, -0.0021, 0.0105
Si, 0.0397, -0.0135, 0.0194
Si, 0.0111, -0.0023, 0.0028
Si, -0.0028, 0.0004, -0.0076
Si, -0.0161, 0.0147, 0.0093
Si, -0.0089, 0.0013, -0.0089
Si, 0.0019, -0.0321, -0.007
Si, 0.0105, 0.0035, -0.148
Si, 0.0052, 0.0279, -0.0983
Si, -0.0101, -0.0245, -0.0946
Si, -0.0095, 0.0183, -0.0784
Si, 0.0105, -0.0057, -0.0635
Si, -0.0083, 0.0018, -0.0908
Si, 0.0177, -0.0082, -0.1067
Si, 0.0175, 0.0033, -0.099
Si, -0.0284, 0.0308, -0.1664
Si, 0.0246, 0.014, -0.1778
Si, -0.0132, 0.0203, -0.1022
Si, 0.0108, -0.0369, -0.2054
Si, -0.0049, 0.0164, 0.0977
Si, -0.0166, -0.0264, -0.1976
Si, 0.0183, 0.0169, 0.0964
Si, -0.0019, 0.0372, 0.1263
Si, 0.0005, 0.0219, -0.1628
Si, 0.0063, 0.0393, -0.1605
Si, -0.0306, 0.0116, 0.1348
Si, -0.0897, -0.0216, -0.1619
Si, -0.011, -0.0472, 0.0152
Si, 0.0014, -0.0247, 0.1776
Si, -0.007, 0.0628, -0.0952
Si, -0.0148, 0.0067, -0.1686
Si, 0.0006, -0.046, 0.138
Si, 0.0227, 0.0081, -0.2054
Si, 0.0074, -0.0219, -0.0585
Si, -0.0255, -0.0118, -0.0235
Si, 0.0291, 0.0085, -0.1868
Si, 0.0236, 0.0019, 0.058
Si, -0.0058, -0.0123, 0.1314
Si, 0.0242, 0.0026, 0.0562
Si, -0.0027, -0.0046, 0.1257
Si, -0.0316, 0.015, 0.1235
Si, 0.0113, 0.0331, -0.0336
Si, -0.0133, 0.0261, 0.1852
Si, -0.0211, 0.0287, 0.0933
Si, -0.0209, -0.0476, -0.0749
Si, -0.0131, 0.0039, 0.1885
Si, -0.0129, -0.0387, 0.1403
Si, 0.006, 0.0051, -0.1283
Si, -0.0215, -0.0156, 0.1535
Si, 0.0134, -0.0284, -0.0967
Si, -0.0204, 0.0009, -0.111
O, 0.0322, -0.0299, -0.066
O, -0.0193, -0.0418, 0.1157
O, -0.0105, -0.0132, -0.007
O, 0.0222, -0.0052, 0.0949
O, 0.029, -0.0218, -0.0922
O, -0.0371, -0.0138, -0.0362
O, 0.0444, -0.0457, -0.1192
O, 0.0159, -0.0336, -0.0635
O, 0.0109, 0.0082, -0.0422
O, 0.0447, 0.0235, 0.1225
O, -0.0031, 0.0303, 0.1147
O, -0.0284, -0.0128, 0.1104
O, -0.0067, -0.0198, -0.0354
O, -0.0004, 0.041, -0.1331
O, -0.0038, -0.0119, -0.0513
O, -0.029, 0.0218, 0.0473
O, 0.0205, 0.0037, 0.0513
O, -0.0211, 0.024, 0.0976
O, 0.0302, -0.0438, 0.1214
O, -0.0211, 0.0212, 0.055
O, 0.047, -0.0285, 0.1141
O, 0.011, -0.003, -0.1566
O, 0.0094, -0.009, -0.0425
O, 0.0077, -0.0542, 0.145
O, -0.0236, 0.0395, 0.0986
O, 0.0014, -0.0296, -0.0199
O, 0.0046, -0.0093, 0.0419
O, -0.0348, -0.0389, 0.1026
O, -0.0288, 0.0453, 0.1757
O, -0.0056, 0.0104, 0.1452
O, 0.0533, -0.0484, -0.0868
O, 0.0045, 0.0038, 0.0393
O, -0.0146, -0.012, 0.0427
O, 0.0193, 0.0022, -0.0647
O, -0.0202, 0.0042, -0.0133
O, -0.005, -0.0198, 0.053
O, 0.0051, 0.0211, 0.0348
O, 0.0493, -0.0242, 0.0938
O, 0.0234, 0.0377, -0.0519
O, -0.0111, 0.0054, 0.0626
O, 0.0046, -0.0215, 0.0169
O, 0.0152, 0.011, -0.0519
O, 0.0278, 0.0104, 0.0909
O, -0.008, -0.0152, 0.0718
O, 0.0249, 0.0363, 0.0594
O, -0.0038, -0.0031, 0.0158
O, 0.0021, -0.0032, 0.0396
O, -0.0144, 0.0184, -0.0394
O, 0.0075, -0.0318, 0.0394
O, -0.0036, 0.0036, 0.0136
O, -0.006, 0.0052, 0.0436
O, 0.0213, -0.0044, 0.0362
O, 0.0052, -0.0093, -0.0066
O, -0.0246, -0.0106, -0.0684
O, -0.0081, 0.0262, -0.0707
O, -0.0175, 0.0408, -0.0884
O, 0.0026, 0.003, 0.0382
O, 0.0014, -0.0108, -0.0434
O, 0.0114, 0.0014, 0.069
O, -0.001, 0.0017, -0.0411
O, -0.0021, 0.0158, -0.0619
O, -0.0159, 0.0156, 0.0449
O, -0.0249, -0.0471, 0.0985
O, -0.0036, 0.012, -0.0676
O, -0.0464, 0.0298, -0.101
O, -0.0048, 0.0231, -0.0594
O, -0.0228, 0.0223, -0.0496
O, 0.0171, 0.0344, 0.0902
O, 0.0123, 0.0312, 0.0161
O, 0.0334, -0.0026, -0.1338
O, 0.0052, 0.0123, 0.0038
O, -0.0191, 0.0377, -0.0868
O, -0.0076, 0.0361, 0.1125
O, 0.0059, -0.0025, 0.0139
O, 0.0126, -0.01, -0.0257
O, -0.0109, 0.0134, 0.0823
O, 0.0057, -0.024, -0.0572
O, -0.0227, 0.0105, 0.1432
O, 0.0144, 0.0192, -0.0315
O, -0.0096, 0.0036, -0.0663
O, -0.0324, -0.0176, -0.1409
O, 0.0211, 0.0071, -0.0689
O, -0.0106, 0.0218, -0.0772
O, -0.004, -0.02, 0.0149
O, 0.0118, 0.0061, -0.0528
O, -0.018, 0.0116, -0.1338
O, -0.0097, 0.0088, -0.0043
O, 0.0146, 0.0023, 0.0732
